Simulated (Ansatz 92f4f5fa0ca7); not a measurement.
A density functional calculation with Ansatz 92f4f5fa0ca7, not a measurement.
Periodic cell of 234 atoms, Si134O100, from a study of silicon, its oxide and their interface. The atomic structure is a simulated model.

Settings
functional: PBE
potential files: Ansatz PAW
basis: plane waves
wave-function cutoff: 700 eV
density cutoff ratio: 5
exchange-correlation grid ratio: 2
k mesh: 2 x 2 x 1, shifted by 0.5 0.5 0.5 of a step
self-consistency stop: 5e-08 eV per atom in the density residual
occupations: Fermi-Dirac, 0.05 eV
spin: none
net charge: 0

Cell vectors (angstrom)
a	11.5983	0	0
b	0	15.4644	0
c	2.9112	-0.2715	22.6327

Atoms and the computed forces on them: element, x, y, z (angstrom), force x, y, z (eV/angstrom)
Si	0.448	-0.2346	0.142	0.1345	-0.2413	-0.2538
Si	0.4176	4.5059	0.4087	-0.0661	0.1629	-0.1968
Si	0.4584	7.6283	0.5483	-0.0724	-0.0042	0.0233
Si	0.0604	12.094	0.6138	0.0681	-0.0318	-0.1185
Si	4.3087	0.7262	0.451	0.041	0.0973	-0.3063
Si	4.3416	3.8464	0.6398	0.034	-0.1054	-0.4246
Si	4.0591	7.9427	0.6375	0.0883	0.0299	-0.034
Si	3.7021	11.0488	0.3941	-0.3248	-0.1663	0.1723
Si	7.9696	0.4962	0.2768	-0.0584	0.047	-0.1083
Si	7.9605	4.9823	0.6159	0.2802	0.1602	-0.0671
Si	8.0047	8.0638	0.8254	0.0879	0.0311	-0.395
Si	7.6602	11.1198	0.0271	-0.1548	-0.0912	-0.1523
Si	2.2725	0.2347	1.6194	0.1335	0.079	-0.0695
Si	2.2856	4.1109	1.8266	0.0058	-0.0168	-0.2624
Si	2.2018	7.7973	2.0819	0.0356	0.1095	-0.3004
Si	2.0312	11.7441	1.9246	-0.0112	0.0466	-0.1992
Si	6.1717	0.3969	1.8372	0.0445	0.0043	-0.0881
Si	6.1899	4.184	2.0273	0.1312	0.1055	-0.2319
Si	6.0214	7.8619	2.0219	-0.2115	-0.0599	-0.2461
Si	5.8424	11.7687	1.4797	0.0604	0.0027	-0.2071
Si	10.0026	0.1636	1.5233	-0.1155	0.0381	-0.2295
Si	9.9908	4.2012	1.7083	-0.1643	0.0829	-0.2546
Si	10.0553	8.0515	1.9051	0.2526	-0.1689	-0.1621
Si	9.5755	11.8181	1.6108	0.082	0.0029	-0.22
Si	2.2021	2.1302	3.1335	0.0295	-0.0787	0.0946
Si	2.2382	5.8754	3.3619	0.0396	-0.0051	0.1724
Si	2.1047	9.8397	3.2661	-0.045	-0.0608	0.2086
Si	2.2717	13.8035	3.0806	-0.0809	-0.0764	-0.0054
Si	6.2104	2.2164	3.301	0.0073	0.0251	0.1732
Si	6.0588	6.0049	3.4203	-0.0714	-0.0376	0.2206
Si	5.9848	9.9571	3.1009	-0.2113	0.0554	0.0567
Si	6.0664	13.7666	2.9616	0.0804	-0.2503	-0.2487
Si	9.9788	2.1421	3.0183	-0.1654	0.1739	-0.2644
Si	9.9734	6.0299	3.2275	-0.005	-0.0345	-0.1007
Si	9.8785	10.0194	3.1331	0.0957	-0.0107	0.0765
Si	9.833	13.7626	3.0085	0.1102	0.0126	-0.0584
Si	0.2376	2.1326	4.5155	0.0145	-0.0811	0.1028
Si	0.2475	5.8955	4.6327	-0.1698	0.0285	-0.0837
Si	0.1511	9.9364	4.5469	-0.0142	0.0369	-0.0246
Si	0.2551	13.779	4.3705	-0.0568	-0.0274	-0.1256
Si	4.1816	2.1809	4.5592	0.0995	0.0549	-0.1256
Si	4.1328	5.9388	4.7221	-0.0159	0.0149	-0.0476
Si	4.1027	9.9373	4.5206	0.1885	0.0795	-0.3028
Si	4.2054	13.8215	4.4383	-0.1535	0.0558	0.0929
Si	8.1451	2.172	4.6076	0.0089	-0.1065	0.1148
Si	8.0467	6.0149	4.6639	0.1194	-0.1313	0.0719
Si	7.9388	9.9253	4.4961	-0.0282	-0.0064	-0.0434
Si	7.9467	13.7488	4.4404	-0.0148	0.1148	0.1152
Si	0.264	0.1603	5.8729	-0.0259	0.0455	0.092
Si	0.1891	3.9887	6.0532	0.0046	0.0487	-0.1674
Si	0.09	7.9277	5.7712	-0.0089	-0.0183	0.1006
Si	0.2656	11.9107	5.8091	0.1874	-0.0468	0.044
Si	4.2395	0.252	5.9182	0.0048	0.0024	0.1082
Si	4.1114	4.0232	6.0789	-0.0638	0.023	-0.045
Si	4.1364	7.9887	5.8084	-0.0484	0.0154	0.2013
Si	4.1484	11.902	5.7998	0.0384	-0.0745	0.006
Si	8.0254	0.1784	5.904	-0.0558	0.0182	-0.0388
Si	8.0165	4.0755	6.0757	-0.0106	0.0215	-0.1488
Si	7.9507	8.0075	5.9172	-0.0504	-0.0082	0.0181
Si	8.0007	11.8423	5.8831	0.0551	0.0464	-0.105
Si	2.2582	0.2759	7.2417	0.0428	0.1138	-0.0611
Si	2.1397	3.9973	7.4028	0.0737	-0.197	0.0905
Si	2.0952	7.95	6.9197	-0.0538	0.176	-0.241
Si	2.2227	11.8697	7.1294	-0.0593	0.2043	-0.106
Si	6.1631	0.3045	7.4043	0.0449	0.0205	-0.0058
Si	6.0328	4.1745	7.4588	0.0828	0.0185	0.0581
Si	5.9891	8.0104	7.2602	-0.0068	0.0175	-0.1082
Si	6.0373	11.9237	7.2106	-0.0367	0.0942	-0.0192
Si	9.9289	-0.0165	7.2996	0.0275	-0.2522	-0.1579
Si	9.882	3.9912	7.5086	-0.035	0.0334	0.209
Si	9.873	7.9328	7.2888	0.0802	-0.1523	0.0298
Si	9.9939	11.8143	7.2227	-0.1367	0.0394	-0.1048
Si	2.1443	2.0961	8.9039	-0.0554	-0.0912	0.0132
Si	2.1122	6.1452	8.3373	-0.0509	0.008	-0.0983
Si	2.0742	9.8242	8.2413	-0.0396	-0.0427	0.1656
Si	2.4295	13.7682	8.4864	-0.0205	-0.0082	0.2949
Si	5.9737	2.2951	8.8718	0.0175	-0.2161	0.076
Si	5.9752	6.1942	8.7932	-0.0035	0.0784	0.1188
Si	5.9476	9.9946	8.5248	-0.3044	-0.1188	0.2024
Si	6.2845	13.743	8.7206	-0.1711	-0.0061	0.2678
Si	9.8442	1.8494	8.6582	-0.1033	0.1714	0.0929
Si	9.7826	6.0643	8.8133	-0.1362	0.1465	0.0334
Si	9.9898	9.911	8.5769	0.3566	-0.1493	0.2347
Si	10.0281	13.5146	8.8307	0.0531	0.1364	0.3295
Si	0.1136	1.4353	10.0541	-0.0045	-0.1141	0.556
Si	0.2914	6.442	9.7416	0.0171	-0.0215	0.4477
Si	0.4157	9.5809	9.9064	-0.0786	-0.1481	0.2102
Si	0.5971	13.8188	9.9054	0.2158	0.0561	0.038
Si	4.0877	1.7561	10.3253	-0.1575	-0.0612	0.3419
Si	3.8496	6.546	9.832	-0.0097	0.112	0.5681
Si	3.8537	9.6344	9.6688	0.1245	0.1385	0.2691
Si	4.3235	14.0414	9.9895	0.0976	-0.0422	0.0608
Si	7.9253	1.9132	10.0962	0.2278	0.0415	0.2129
Si	7.8549	6.8085	10.1906	-0.0766	0.0555	-0.0318
Si	7.9548	9.9614	9.6954	-0.1349	0.0507	0.4683
Si	8.0783	13.0147	10.2598	0.1354	-0.2284	-0.0658
Si	4.3135	-2.8143	12.8927	0.153	0.1071	0.516
Si	3.0994	2.7823	13.1554	-0.0888	-0.0665	0.4948
Si	9.432	2.7235	15.1144	-0.0874	0.1015	0.2622
Si	4.7914	7.7431	14.1915	-0.0108	-0.003	0.3287
Si	8.4683	4.7392	18.4627	0.1107	-0.0687	-0.3304
Si	13.3052	1.3759	15.3342	-0.1137	-0.041	0.187
Si	7.8184	-0.193	12.2393	-0.1161	0.1485	0.1378
Si	6.5103	11.8404	14.8007	0.0722	0	0.2717
Si	2.4128	4.9487	18.0909	-0.1476	0.1798	-0.1024
Si	4.2493	4.8215	15.3827	0.0904	0.0494	0.2462
Si	-1.2104	8.3762	13.8547	0.032	-0.0593	0.4687
Si	10.5324	0.3831	16.3313	0.1331	-0.0073	0.0084
Si	7.6043	6.9231	13.1448	-0.1039	0.0659	0.5889
Si	3.0585	10.0843	18.559	-0.1554	-0.033	-0.3683
Si	4.0002	-0.151	16.8865	0.0615	-0.0235	-0.1636
Si	8.2527	9.5358	18.1366	-0.0548	-0.0802	-0.2882
Si	9.3705	10.7823	15.3971	-0.0683	-0.0218	0.1567
Si	7.645	5.8729	21.0577	0.0602	-0.0722	-0.4033
Si	1.9873	5.2577	11.9123	0.0158	0.2373	0.1053
Si	9.8624	7.06	19.554	0.0987	0.0224	-0.4576
Si	3.2571	15.5575	19.6633	-0.0701	-0.1921	-0.5568
Si	14.2542	3.0453	20.3721	-0.0251	0.1723	-0.5192
Si	9.5929	1.7599	18.9179	-0.0442	0.1527	-0.2782
Si	12.6259	7.6366	18.7326	-0.0487	-0.055	-0.3555
Si	9.7834	2.0937	12.2621	0.1209	0.2305	0.2091
Si	13.6686	11.483	11.53	-0.1374	0.1341	-0.0713
Si	5.7327	14.6341	14.5415	-0.0681	-0.1523	0.3475
Si	10.916	-2.5607	17.0907	0.0592	0.0769	-0.187
Si	4.1731	9.9132	21.3837	-0.139	-0.0427	-0.1794
Si	9.4934	11.9381	19.7638	0.0159	-0.1171	-0.4067
Si	8.7985	14.8266	20.7022	0.0114	0.2627	-0.2089
Si	5.4805	9.5976	16.6968	0.0323	0.0957	0.0859
Si	11.353	2.8532	21.2682	-0.2478	-0.1815	-0.2468
Si	2.3306	13.1817	17.9465	0.0304	-0.0473	-0.1505
Si	1.8275	7.806	13.7224	0.0763	0.018	0.4808
Si	11.9409	4.0075	16.3226	-0.0477	0.0816	-0.0255
Si	11.8615	6.9971	15.8772	-0.0467	-0.0911	0.2619
Si	7.3073	4.7657	15.5769	-0.0422	-0.1142	0.2127
O	8.6769	13.3162	20.0941	-0.0584	0.05	0.1593
O	0.294	-1.8672	-0.0284	-0.0518	0.0861	0.3311
O	0.6703	3.4963	-0.92	-0.0006	0.1564	0.3589
O	3.793	15.3366	21.1858	-0.1272	0.047	0.7188
O	4.0681	9.8177	19.7814	0.1509	-0.0427	0.378
O	0.9706	8.6986	-0.6083	0.0529	0.05	-0.0952
O	10.5338	12.3138	18.5568	-0.0892	-0.0573	0.2436
O	0.0364	11.1167	-0.7167	0.0088	0.0313	0.1696
O	4.6093	-0.1644	-0.9253	-0.1583	0.0783	0.2123
O	4.2711	2.3224	-0.0585	0.0151	-0.0353	0.5496
O	0.9243	4.2718	17.8305	0.0724	-0.0468	0.0196
O	4.6799	4.8344	-0.6278	-0.048	-0.0674	0.2299
O	3.7258	7.2121	-0.8415	0.0128	0.0698	0.4106
O	4.3721	9.5332	0.3243	-0.2658	0.4047	0.0083
O	2.7024	10.9241	-0.9597	0.2925	0.0035	0.1424
O	5.5417	11.6876	13.4713	-0.1781	0.0337	-0.2967
O	7.8199	9.4511	-0.1507	0.1118	0.1062	0.4127
O	7.3097	-0.2511	-1.0847	0.2859	0.146	0.312
O	11.4298	1.729	22.4523	-0.0148	-0.1761	0.0268
O	7.5148	4.3347	-0.8407	0.0467	-0.0455	0.0826
O	11.4298	7.5063	19.8617	-0.1413	-0.0412	0.1808
O	9.0443	6.7416	20.9398	-0.0213	-0.119	0.1762
O	5.8484	11.0466	16.0531	-0.0078	0.005	-0.0594
O	7.4	11.6961	-1.5361	0.1769	-0.163	0.5126
O	-0.3739	2.1156	11.4983	0.0731	-0.0975	-0.2928
O	0.4086	-0.1354	10.5783	-0.1057	0.1831	-0.5089
O	1.9681	3.7631	12.5217	-0.0546	-0.1173	-0.1173
O	0.6518	5.3938	10.9837	-0.1143	0.1231	-0.1528
O	0.8787	10.3552	11.3283	-0.0895	-0.0688	-0.1453
O	4.3818	-1.4599	13.8383	0.0089	-0.1114	-0.2279
O	4.5654	13.1355	11.3583	-0.0009	0.096	-0.2888
O	2.8379	-3.5654	12.954	-0.2042	-0.1285	-0.349
O	4.0689	2.3477	11.9048	0.136	-0.1459	-0.5673
O	5.7457	4.4993	15.9124	0.0158	0.0121	-0.0636
O	3.398	5.5409	11.0969	0.1398	0.1334	-0.1752
O	14	1.4464	13.8479	0.1035	0.1415	-0.2641
O	3.3476	10.8614	10.6838	0.2609	-0.1434	-0.0115
O	3.8588	8.1296	10.4331	0.0658	0.0098	-0.4912
O	1.2517	12.847	11.0928	0.0234	-0.0049	-0.0219
O	7.3314	0.5306	10.843	-0.0792	0.2189	-0.0866
O	3.2676	4.966	16.6928	0.0562	-0.0117	-0.0417
O	7.6701	6.1418	11.7037	0.0778	0.0156	-0.3322
O	3.4978	13.7371	16.9175	-0.0612	0.033	0.0774
O	7.9883	11.3683	10.6446	0.0177	0.1998	-0.4929
O	7.886	8.4728	10.4845	0.1143	-0.305	-0.1792
O	8.07	13.7155	11.7813	-0.0223	-0.0449	-0.1495
O	6.6919	15.3942	13.4436	0.2721	0.0311	-0.3211
O	4.1154	15.5844	10.5568	0.1202	0.0484	-0.2188
O	10.4384	11.9012	15.9055	-0.0311	-0.0318	0.0067
O	2.7706	0.8236	16.4327	0.0487	-0.0036	0.0305
O	9.3543	1.1237	15.469	0.0241	0.0293	-0.0316
O	7.9864	5.1944	16.9828	-0.0185	0.0631	0.0394
O	12.9098	2.9179	15.6392	0.0225	-0.1062	-0.0443
O	-1.1292	7.4205	15.1764	-0.0171	0.1456	-0.2902
O	3.3817	8.4423	13.5914	-0.0585	-0.0367	-0.2146
O	5.3878	8.4776	15.5259	-0.023	-0.0893	-0.1473
O	0.3276	8.3584	13.1929	0.0196	0.0252	-0.1894
O	11.9443	0.4703	15.4886	0.0135	0.0452	-0.0388
O	8.6042	2.8175	11.3538	-0.2491	-0.162	-0.3129
O	10.3882	3.5269	16.1868	-0.0271	-0.0947	-0.0586
O	4.3312	6.2338	14.5942	-0.0326	0.0911	-0.1901
O	8.0483	11.3416	14.6161	-0.0251	0.0105	-0.0871
O	8.9882	7.8475	13.1502	-0.0533	0.0132	-0.1022
O	9.214	0.5812	12.6279	0.0832	-0.0781	-0.0123
O	3.8602	3.6166	14.3519	-0.0316	-0.121	-0.2676
O	1.9028	6.3091	13.1336	0.018	-0.1697	-0.2943
O	3.9562	9.6811	17.2651	-0.0397	0.0269	0.102
O	8.6937	3.0978	18.5422	0.0331	-0.0529	0.1366
O	1.5994	7.7717	15.3496	0.0439	0.0354	-0.3824
O	11.7043	7.4431	17.4081	0.0249	-0.0068	0.0779
O	10.5711	1.2171	17.7267	-0.0872	0.0393	0.1444
O	6.6053	13.4187	15.195	-0.0246	0.0694	-0.1258
O	10.0607	2.9275	13.6318	-0.0368	-0.1179	-0.312
O	7.5958	5.88	14.4213	0.0416	0.1891	-0.341
O	12.0701	5.4239	15.5545	-0.0016	-0.0124	0.0117
O	3.1946	4.056	19.198	0.0113	-0.2539	0.3619
O	10.1817	-1.1529	16.6982	-0.0177	-0.0095	0.0359
O	10.17	9.9219	14.287	0.0499	-0.0914	-0.1875
O	13.7751	6.4604	18.713	0.0018	-0.0392	0.0585
O	8.9271	9.8947	16.6906	0.011	-0.0025	0.0455
O	5.2197	0.0812	15.8096	0.0284	-0.0457	-0.0245
O	12.7751	3.4981	20.8607	-0.0672	0.0064	0.094
O	6.1268	7.7027	13.2079	0.1275	-0.0293	-0.1847
O	13.342	9.1054	18.7295	0.0736	0.1087	0.0879
O	7.3401	5.2748	19.5446	-0.0178	0.1419	0.3841
O	8.461	10.7882	19.1887	0.0828	0.1556	0.2256
O	2.6184	11.6609	18.4663	0.0254	-0.0557	0.0896
O	0.9277	13.1471	17.1149	-0.0054	0.0113	0.0425
O	4.3929	0.2226	18.4516	-0.1305	-0.0187	0.1879
O	14.1032	1.544	19.7441	0.0434	0.0328	0.1856
O	10.6719	2.1661	20.0159	0.1669	0.0553	0.0694
O	9.8359	5.6201	18.7298	-0.0719	0.0693	0.2096
O	0.3503	7.9854	10.3647	-0.0742	0.0131	-0.2801
O	2.2858	14.2879	19.1865	0.0572	0.1694	0.1864
O	0.3578	6.1046	-0.1485	0.1116	-0.1423	0.4424
O	8.2083	6.562	0.1113	-0.3173	-0.275	0.4095
O	7.9312	3.3258	15.1367	0.0699	-0.0607	-0.0923
O	6.6462	9.2553	17.8242	0.0777	-0.0111	0.026
O	9.0093	8.2252	18.7508	0.0386	-0.0942	0.1384
O	8.7088	0.5089	19.5049	-0.0297	-0.3381	0.3564

Results
free energy: -142068.122 eV
free energy less fixed offsets of O -569.03, Si -635.61 eV per atom: 6.618 eV
pressure: -1.00 GPa
stress xx, yy, zz, yz, xz, xy (GPa, positive in tension): 1.27, 1.08, 0.65, -0.19, -0.18, 0.61

The program warned: the cutoff lies below the one the program advises for these potential files.
